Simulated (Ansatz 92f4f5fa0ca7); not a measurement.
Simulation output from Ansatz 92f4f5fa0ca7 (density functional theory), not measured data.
Periodic cell of 226 atoms, Si133O92As1, from a study of silicon, its oxide and their interface. The atomic structure is a simulated model.
Doubt: the cutoff is far below the 930 eV that the study's wrapper takes by default for these files, so forces and energies are approximate.
This geometry differs little from another in the collection (a relaxation step or a small displacement).

Settings
functional: PBE
potential files: Ansatz PAW
basis: plane waves
wave-function cutoff: 580 eV
density cutoff ratio: 5
exchange-correlation grid ratio: 1
k mesh: 1 x 1 x 1, Gamma-centred
self-consistency stop: 5e-08 eV per atom in the density residual
occupations: fixed
spin: none
net charge: +1 e, with a uniform compensating background and no finite-size correction

Cell vectors (angstrom)
a 10.938 0 0
b 0 10.938 0
c 0 0 31.9494

Atoms and the computed forces on them: element, x, y, z (angstrom), force x, y, z (eV/angstrom)
Si 10.624 0.0012 24.3845 -0.01 0.0167 0.2052
Si 5.0757 0.1253 24.6438 0.0405 0.0326 0.051
Si 2.8319 2.2838 24.506 0.0363 0.0523 0.0955
Si 8.5643 2.4427 24.5387 0.0338 -0.0412 0.144
Si 10.7007 5.5756 24.3122 0.0193 0.0553 0.1223
Si 5.1628 5.6124 24.4246 -0.0454 0.0245 0.1894
Si 2.9876 7.9585 24.3752 0.0096 -0.0455 0.1809
Si 8.4147 7.8192 24.3925 0.0347 0.0028 0.168
Si 1.2862 1.1302 25.8273 -0.0163 -0.0039 -0.0648
Si 6.8133 1.3315 25.7265 0.0209 -0.031 -0.027
Si 3.9916 4.0036 25.7154 -0.0381 0.0603 -0.0345
Si 9.6877 4.0215 25.8402 0.0114 -0.0815 -0.0294
Si 1.3492 6.7883 25.6522 -0.0206 -0.009 -0.0438
Si 6.8063 6.7197 25.7419 -0.0558 0.0145 -0.059
Si 3.9982 9.457 25.946 0.0364 -0.0277 -0.059
Si 9.4785 9.4511 25.7864 -0.0363 0.0199 -0.0553
Si 2.6636 -0.109 27.2561 -0.0059 0.0084 -0.0739
Si 8.1349 -0.064 27.1394 0.0061 0.0035 -0.0122
Si 0.0832 2.6571 27.2036 -0.0045 0.0354 -0.0022
Si 5.4523 2.72 27.1022 -0.0218 -0.0248 -0.022
Si 2.6675 5.411 27.0992 0.035 -0.0251 -0.0017
Si 8.1951 5.3678 27.1204 0.0045 0.0159 0.0103
Si -0.0244 8.1187 27.093 -0.038 -0.0659 -0.0508
Si 5.5172 8.1437 27.1743 0.0277 0.0046 0.0079
Si 4.0932 1.3313 28.5109 0.0411 0.0346 0.0084
Si 9.5383 1.3305 28.4946 0.0073 -0.055 -0.0391
Si 1.3896 4.0676 28.5629 0.0322 -0.014 0.0144
Si 6.8087 4.061 28.5173 0.0078 -0.0054 -0.0023
Si 4.0926 6.7697 28.4768 -0.0288 -0.021 -0.0468
Si 9.5485 6.7696 28.5013 0.0358 0.0049 -0.0322
As 1.2877 9.4794 28.636 0.0084 -0.0204 0.0427
Si 6.8256 9.5389 28.5616 -0.0022 -0.0085 0.0173
Si -0.0786 0.0207 29.9802 -0.0324 0.0556 0.0384
Si 5.4583 -0.01 29.9026 0.0264 -0.034 -0.0132
Si 2.7782 2.7198 29.9041 -0.0395 0.057 -0.0105
Si 8.1846 2.7082 29.8808 0.001 0.0016 0.0033
Si -0.0156 5.433 29.8969 0.0036 -0.0204 -0.0163
Si 5.4642 5.4455 29.8934 -0.0201 0.0216 0.0018
Si 2.7759 8.1064 29.9554 0.029 -0.0084 0.0385
Si 8.2202 8.1722 29.8855 -0.0403 0.0432 -0.0067
Si 1.3899 1.3865 31.2739 -0.0132 -0.0205 -0.0106
Si 6.8264 1.3715 31.2674 -0.006 -0.0082 0.0055
Si 4.1233 4.0877 31.2847 -0.0076 -0.0305 -0.0059
Si 9.5444 4.0825 31.2612 0.0064 0.0192 0.0038
Si 1.3391 6.8027 31.2908 0.0083 -0.0041 -0.003
Si 6.8304 6.8402 31.2532 0.0195 -0.0042 0
Si 4.0973 9.578 31.2813 -0.0077 -0.0123 -0.0092
Si 9.5464 9.5272 31.3077 -0.002 -0.0036 -0.0064
Si 2.7418 0.0187 0.7021 -0.0205 -0.0066 0.0103
Si 8.2017 0.0215 0.6816 0.0015 -0.0049 0.0016
Si 0.0036 2.7558 0.6911 0.0062 -0.0109 -0.008
Si 5.4895 2.7481 0.7183 -0.004 0.0141 -0.0044
Si 2.7474 5.4618 0.6871 -0.0014 0.0088 0.001
Si 8.2077 5.4926 0.6773 -0.0028 -0.0001 0.0023
Si 0.0181 8.2107 0.7298 0.001 0.0136 0.0059
Si 5.4842 8.2189 0.6969 -0.0162 0.0098 -0.0134
Si 4.1083 1.3915 2.0825 0.0015 -0.0086 -0.0212
Si 9.6028 1.3619 2.0463 -0.0309 0.0156 0.0185
Si 1.3567 4.1472 2.0684 0.0218 -0.0129 -0.0077
Si 6.8438 4.1591 2.059 0.0317 -0.022 0.008
Si 4.0965 6.8559 2.045 -0.0017 -0.0141 0.0176
Si 9.5765 6.8432 2.0815 -0.0148 -0.0089 -0.0167
Si 1.373 9.6202 2.0821 0.0314 -0.0014 0.006
Si 6.8352 9.6299 2.059 0.0424 -0.0134 -0.0053
Si 0.0246 0.0449 3.4855 0.0169 0.0075 0.0214
Si 5.4863 0.0455 3.4643 -0.0065 -0.0014 0.0379
Si 2.718 2.7752 3.4141 -0.0356 0.0104 -0.0064
Si 8.2575 2.787 3.3532 0.0343 0.0213 -0.0682
Si 0.0259 5.5194 3.4859 0.0285 0.0198 0.045
Si 5.4739 5.532 3.4355 -0.0173 0.0279 0.005
Si 2.7454 8.2412 3.4101 -0.0233 0.0112 -0.0278
Si 8.2391 8.2864 3.3971 0.0169 0.0746 -0.0227
Si 1.377 1.4642 4.8571 -0.0235 -0.0053 -0.0186
Si 6.9127 1.4859 4.7351 -0.0269 -0.0275 0.0152
Si 4.0601 4.1594 4.7631 0.0117 0.0152 0.0109
Si 9.6027 4.0824 4.7925 -0.008 0.0012 -0.0013
Si 1.3699 6.9794 4.8523 -0.0337 -0.0091 -0.0216
Si 6.8366 6.9977 4.7389 -0.018 -0.0411 0.0203
Si 4.0988 9.575 4.7996 0.0112 0.0249 0.0009
Si 9.6183 9.5845 4.8503 -0.0072 -0.0174 -0.0181
Si 2.7573 0.0386 6.1382 0.0214 0.0004 0.0485
Si 8.2936 0.1298 6.0961 -0.003 -0.0101 0.0428
Si 0.0168 2.8052 6.3176 0.0171 0.0157 0.0374
Si 5.513 2.8448 6.0736 -0.0113 -0.0056 0.0436
Si 2.7556 5.5965 6.1426 0.004 -0.0059 0.0463
Si 8.2546 5.6037 5.9589 -0.0111 -0.002 0.041
Si 0.0471 8.3126 6.376 0.0117 0.016 0.0392
Si 5.501 8.3077 6.233 0.004 0.0129 0.0488
Si 4.4215 1.1873 7.335 -0.0006 -0.0029 -0.0903
Si 9.8099 1.1559 7.6338 0.0311 -0.0126 -0.063
Si 1.1785 4.5136 7.5187 -0.023 0.0027 -0.0988
Si 6.641 4.5485 7.2561 0.0047 0.0217 -0.0798
Si 4.3244 6.7094 7.5524 0.006 -0.0046 -0.0925
Si 9.727 6.6211 7.5097 0.0152 -0.0015 -0.0669
Si 1.2815 9.9493 7.7129 -0.0291 -0.0041 -0.1201
Si 6.7216 9.9758 7.4243 -0.0226 0.0128 -0.0899
O 9.5823 1.2405 23.973 -0.0078 0.0128 -0.0471
O 4.1035 6.8037 23.944 0.0106 -0.0003 -0.0541
O 4.0328 1.2492 23.9919 -0.0567 -0.0604 0.0428
O 9.5254 6.6824 23.8832 0.0126 0.0255 -0.0085
O -0.022 5.5615 8.0185 -0.0045 -0.0176 0.0003
O 5.5707 0.1365 7.9168 0.0088 -0.0108 -0.0008
O 0.0746 0.0984 8.1484 -0.0134 0.0046 0.0001
O 5.5386 5.6219 7.8859 0.0025 -0.0134 -0.0049
O 7.6074 3.9588 8.4273 0.0374 -0.0421 0.0458
O 8.7216 7.0553 8.7583 -0.0443 0.0459 0.0427
O 2.1842 9.4641 9.0342 0.0674 -0.0447 0.0734
O 8.8941 1.6792 8.9272 -0.0487 0.0476 0.0385
O 7.6284 9.4857 8.708 0.0366 -0.0423 0.0499
O 3.5894 1.8279 8.5876 -0.0269 0.049 0.0448
O 3.5768 7.2251 8.9448 -0.0273 0.0424 0.0506
O 2.0655 4.023 8.8213 0.0633 -0.0372 0.0547
O 8.1391 3.5059 23.3544 -0.0452 0.0395 -0.0736
O 0.4595 4.936 22.9452 0.0499 -0.0799 -0.0734
O 1.8737 2.7331 23.2554 -0.0344 0.0152 -0.06
O 5.8357 4.9206 23.098 0.063 -0.0597 -0.0896
O 5.5277 9.9491 23.5261 0.0103 0.0051 -0.0094
O 2.4485 8.7004 23.009 -0.0573 0.0631 -0.106
O 0.1906 10.0578 23.077 0.0574 -0.0539 -0.1124
O 7.8004 8.579 23.0657 -0.0769 0.0746 -0.09
Si 8.6592 7.7024 18.43 -0.0005 -0.0018 -0.0405
Si 8.7852 6.3604 13.6327 -0.0034 0.0041 0.0201
Si 3.7935 1.5409 14.7384 -0.0022 -0.0011 0.0008
Si 2.1389 5.7522 17.6215 -0.0082 -0.0067 -0.0344
Si 2.4213 3.1458 19.4812 -0.0143 0.0055 -0.04
Si 9.816 9.0337 12.0857 0.0018 -0.0007 0.0209
Si 1.3326 9.422 22.0502 0.004 0.0024 0.0575
Si 9.1729 0.9689 13.1959 0.0012 0.0029 0.0204
Si 1.4249 5.0574 13.0291 0.0028 0.0024 0.0308
Si 1.7948 8.2566 12.8212 0.005 0.0014 0.0114
Si 6.6464 9.5471 22.4178 0.0237 -0.0216 0.0386
Si 4.5269 4.6018 15.7064 0.0033 0.0087 -0.0106
Si 8.2126 3.0246 9.5926 0.008 -0.0255 -0.0168
Si 0.8418 8.248 19.2453 -0.0019 0.013 -0.0269
Si 6.9432 1.3509 21.0855 0.0076 0.0037 -0.0343
Si 8.2307 8.3225 9.6831 0.0095 -0.0112 -0.0239
Si 10.8892 5.2082 15.6059 -0.0035 0.003 -0.0128
Si 7.5686 9.5065 16.314 -0.0024 -0.0076 -0.0163
Si 9.9272 2.0576 20.2873 -0.0041 -0.0046 -0.0372
Si 3.219 8.5161 9.9229 -0.0321 0.0031 -0.0402
Si 6.6987 3.3435 17.3979 -0.001 0.0058 -0.0247
Si 1.1662 0.2158 19.7889 0.0022 -0.0073 -0.0453
Si 3.2355 2.8168 12.3044 -0.0026 -0.0065 0.0213
Si 7.2235 5.3938 19.6647 0.0056 -0.0115 -0.0325
Si 5.749 8.6747 11.5504 0 -0.0021 0.0226
Si 5.7855 6.0766 13.2026 0.0039 0.0026 0.0179
Si 4.6322 9.7044 17.6195 -0.0016 -0.0055 -0.0277
Si 1.0199 3.5923 22.1583 -0.0019 0.0308 0.0582
Si 4.8978 1.4817 18.7905 0.0079 -0.0021 -0.0368
Si 3.1952 3.0874 9.5269 -0.0296 -0.0111 -0.0261
Si 6.4514 10.8285 13.7907 0.0009 -0.0036 0.0068
Si 10.35 0.1188 15.9697 0.0051 0.0056 -0.0185
Si 5.6627 3.6591 11.1604 0.0075 -0.0103 0.0319
Si 9.8459 3.9026 11.908 -0.0114 -0.0037 0.0223
Si 2.3425 9.9249 15.5456 -0.0024 -0.0074 -0.0163
Si 6.0765 8.117 19.7904 0.0028 0.0072 -0.0467
Si 6.9396 3.9784 22.3499 -0.0128 0.0217 0.0381
Si 9.7552 2.7775 17.3564 0.0021 0.003 -0.0203
O 7.1952 6.3798 13.976 0.0028 0 -0.0094
O 1.8854 7.0651 18.6711 0.0061 -0.0123 0.0216
O 10.2932 4.0411 16.529 -0.0008 -0.0022 0.0111
O 6.1648 9.9605 17.054 0.005 -0.0034 0.0083
O 10.1459 0.7077 14.4685 0.0056 -0.0047 0.0037
O 8.4494 6.1181 18.8419 0.002 0.0046 0.0253
O 5.1718 0.6911 14.4362 -0.0041 0.0041 -0.0034
O 5.7233 2.0489 17.5151 0.0048 0.0018 0.0124
O 8.3461 1.9342 20.5598 0.0096 -0.002 0.0313
O 1.988 4.3073 18.4085 0.0058 0.0131 0.0151
O 6.9673 2.8066 10.643 -0.0267 0.0076 -0.0086
O 4.8713 2.7077 12.2208 -0.0083 -0.0019 -0.014
O 6.0296 4.3937 16.345 0.0019 -0.0007 0.0054
O 4.5674 3.9161 9.9363 0.0197 0.0075 -0.0081
O 10.6822 2.7792 21.5502 -0.0169 -0.0185 0.0031
O 9.7219 6.1632 14.9688 0.0097 -0.005 0.0039
O 6.0098 6.4811 19.8291 -0.0003 0.0019 0.0305
O 4.079 0.1692 18.2792 0.0011 -0.0024 0.0213
O 9.2563 10.5545 12.2754 -0.0011 0.0122 -0.0167
O 2.857 4.36 12.711 -0.0058 0.0079 -0.0217
O 1.9111 10.7113 21.2031 0.0013 0.0198 -0.0037
O 3.9968 2.7233 19.3723 0.0066 -0.0042 0.0299
O 0.7287 10.0422 15.9619 -0.0004 0.001 0.0046
O 1.2778 9.8078 18.8302 -0.0002 -0.0027 0.0166
O 1.7093 1.671 19.264 0.0038 0.001 0.0284
O 8.9396 10.3958 16.5011 -0.0008 -0.0035 0.0095
O 4.8721 8.583 18.7917 -0.0047 0.0026 0.0176
O 9.5808 8.7538 10.4894 0.015 0.0079 0.0043
O 6.7563 4.0784 18.8507 -0.0019 -0.0094 0.0146
O 2.8402 1.7205 13.4113 0.002 -0.0056 -0.0037
O 5.8282 8.7605 21.264 -0.0134 -0.0238 -0.0134
O 2.5424 2.4494 10.8791 -0.001 -0.0044 0.0166
O 7.627 4.8538 21.1587 0.0112 0.0243 -0.0195
O 5.2104 7.4833 12.5565 0.001 -0.011 -0.0106
O 0.4325 9.0701 12.5074 0.0027 -0.0008 -0.0182
O 7.5811 1.0659 13.5746 -0.0033 -0.0025 -0.0135
O 7.1099 9.6422 14.7434 0.0037 -0.0022 0.0049
O 8.9782 5.032 12.6979 -0.0013 0.0124 -0.0095
O 8.0908 8.0417 16.9063 -0.0038 0.0088 0.0053
O 6.2118 2.581 21.8963 0.0039 -0.0313 0.0058
O 2.4617 9.07 14.1108 0.0025 0.0096 0.0047
O 0.428 4.4941 11.8648 0.0093 0.004 -0.0224
O 0.8159 8.3161 20.9242 -0.0094 -0.0224 -0.0182
O 9.3927 3.8359 10.3487 0.0216 0.0157 0.0017
O 9.6587 2.3887 12.5301 0.0004 -0.0127 -0.0147
O 7.6212 8.5609 19.3914 0.0062 -0.0036 0.0301
O 2.5511 8.1753 11.3689 -0.0233 -0.0047 0.0318
O 3.9764 3.0603 15.3798 0.0009 0.0032 0.0012
O 0.8348 4.4905 14.4392 -0.0047 -0.0024 0.0017
O 10.041 2.9986 18.9537 0.0001 0.0064 0.0057
O 9.1423 7.807 12.9467 -0.0013 -0.0106 -0.0103
O 10.5142 0.5386 20.0746 0.004 -0.0014 0.0288
O 6.0299 5.0454 11.9358 -0.0003 0.0174 -0.0114
O 8.1565 2.742 17.0004 -0.0024 -0.0004 0.0115
O 3.5363 5.4802 16.7293 0.0006 0.0012 0.0123
O 4.6708 9.1333 10.3844 0.0251 0.0035 -0.0074
O 1.5373 6.6778 13.1854 -0.0036 -0.0073 -0.0186
O 4.759 5.4943 14.3444 -0.0047 -0.0088 0.0029
O 2.061 3.8426 20.9269 0.0256 -0.0062 -0.0157
O 10.5549 1.412 16.9496 0.0003 -0.003 0.0117
O 0.9479 6.0764 16.5518 0.0028 0.0001 0.0136
O 7.3122 10.9581 21.9522 -0.0073 0.0201 0.0197
O 5.9287 0.91 19.9136 -0.0234 -0.004 0.0091
O 6.0653 10.0348 12.4065 0.0067 0.0187 -0.0049
O 2.8481 0.5462 15.6079 -0.0005 0.0015 0.0046
O 7.0551 8.0209 10.7808 -0.0276 0.0007 -0.0029
O 10.2443 8.0229 18.6803 -0.0048 -0.0045 0.0238
O 3.4427 9.1951 16.5788 0.0044 0.0004 0.008

Results
free energy: -141734.143 eV
free energy less fixed offsets of As -4856.12, O -568.88, Si -635.61 eV per atom: -4.933 eV

The program warned: the cutoff lies below the one the program advises for these potential files; the exchange-correlation potential is rough where the density is thin.
